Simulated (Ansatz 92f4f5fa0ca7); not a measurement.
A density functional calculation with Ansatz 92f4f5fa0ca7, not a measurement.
Periodic cell of 220 atoms, Si132O88, from a study of silicon, its oxide and their interface. The atomic structure is a simulated model.
Doubt: the cutoff is low for norm-conserving oxygen, so forces and energies are approximate.
Doubt: the program's own warning below bears on the result.
This geometry differs little from another in the collection (a relaxation step or a small displacement).

Settings
functional: HSE06
potential files: SPMS norm-conserving
basis: plane waves
wave-function cutoff: 800 eV
density cutoff ratio: 4
exchange-correlation grid ratio: 1
k mesh: 1 x 1 x 1, Gamma-centred
occupations: fixed
spin: none
net charge: 0

Cell vectors (angstrom)
a	10.938	0	0
b	0	10.938	0
c	0	0	32.3297

Atoms: element, x, y, z (angstrom)
Si	10.7867	0.3879	25.1246
Si	5.7594	10.7156	24.7731
Si	2.5213	3.0385	24.9433
Si	8.557	2.5133	24.8207
Si	0.3345	5.2474	24.8595
Si	5.3814	5.7242	24.7599
Si	3.1642	7.9339	24.8582
Si	7.9882	8.4728	24.8141
Si	1.3916	1.5367	26.3788
Si	6.9057	1.3709	26.1087
Si	4.1725	4.1813	26.1466
Si	9.6349	4.1304	26.1618
Si	1.4835	6.8398	26.1553
Si	6.8659	6.8924	26.1651
Si	4.1947	9.5861	26.1675
Si	9.5753	9.6074	26.1757
Si	2.7564	-0.0007	27.5404
Si	8.1984	-0.0013	27.5563
Si	-0.0375	2.8116	27.6492
Si	5.4922	2.7298	27.491
Si	2.7739	5.465	27.564
Si	8.2131	5.479	27.511
Si	0.0237	8.1953	27.5009
Si	5.4882	8.204	27.5734
Si	4.1018	1.3673	28.9115
Si	9.5708	1.3673	28.9115
Si	1.3673	4.1018	28.9115
Si	6.8362	4.1018	28.9115
Si	4.1018	6.8362	28.9115
Si	9.5708	6.8362	28.9115
Si	1.3673	9.5708	28.9115
Si	6.8362	9.5708	28.9115
Si	0	0	30.2787
Si	5.469	0	30.2787
Si	2.7345	2.7345	30.2787
Si	8.2035	2.7345	30.2787
Si	0	5.469	30.2787
Si	5.469	5.469	30.2787
Si	2.7345	8.2035	30.2787
Si	8.2035	8.2035	30.2787
Si	1.3673	1.3673	31.646
Si	6.8362	1.3673	31.646
Si	4.1018	4.1018	31.646
Si	9.5708	4.1018	31.646
Si	1.3673	6.8362	31.646
Si	6.8362	6.8362	31.646
Si	4.1018	9.5708	31.646
Si	9.5708	9.5708	31.646
Si	2.7345	0	0.6835
Si	8.2035	0	0.6835
Si	0	2.7345	0.6835
Si	5.469	2.7345	0.6835
Si	2.7345	5.469	0.6835
Si	8.2035	5.469	0.6835
Si	0	8.2035	0.6835
Si	5.469	8.2035	0.6835
Si	4.1018	1.3673	2.0507
Si	9.5708	1.3673	2.0507
Si	1.3673	4.1018	2.0507
Si	6.8362	4.1018	2.0507
Si	4.1018	6.8362	2.0507
Si	9.5708	6.8362	2.0507
Si	1.3673	9.5708	2.0507
Si	6.8362	9.5708	2.0507
Si	0	0	3.418
Si	5.469	0	3.418
Si	2.7345	2.7345	3.418
Si	8.2035	2.7345	3.418
Si	0	5.469	3.418
Si	5.469	5.469	3.418
Si	2.7345	8.2035	3.418
Si	8.2035	8.2035	3.418
Si	1.3578	1.352	4.7714
Si	6.8104	1.3665	4.8392
Si	4.126	4.065	4.764
Si	9.564	4.0796	4.8204
Si	1.3869	6.8156	4.7641
Si	6.8364	6.8203	4.7697
Si	4.1	9.5583	4.8302
Si	9.5175	9.5952	4.6988
Si	2.6287	-0.0748	6.1808
Si	8.1645	-0.0719	6.1586
Si	-0.0127	2.6777	6.1808
Si	5.3613	2.6575	6.2487
Si	2.7877	5.4449	6.1036
Si	8.123	5.4066	6.1754
Si	-0.1066	8.1716	5.9699
Si	5.4787	8.1539	6.1794
Si	3.6796	1.5011	7.5685
Si	9.7753	1.0142	7.4553
Si	1.6426	3.8639	7.3805
Si	6.4916	4.2899	7.5221
Si	4.3198	6.5879	7.5138
Si	9.3337	7.0419	7.3551
Si	0.9528	9.6556	7.3905
Si	7.0936	9.2288	7.5256
O	1.4054	4.1003	24.3582
O	6.8788	9.5866	24.3252
O	2.6547	2.7178	7.959
O	8.2735	8.161	7.8802
O	5.4137	5.4474	7.9936
O	-0.0601	-0.1056	7.949
O	4.254	6.8322	24.307
O	9.6928	1.391	24.3979
O	1.3787	8.6549	8.6073
O	1.1479	4.7474	8.6606
O	8.9681	1.5941	8.7539
O	6.5047	9.6724	8.9831
O	4.0299	0.7656	8.9865
O	3.6532	7.3433	8.8101
O	7.1276	3.5465	8.846
O	10.1185	6.5325	8.6828
O	3.246	2.2736	23.7061
O	5.0724	0.4193	23.4213
O	7.9655	3.1963	23.4553
O	10.6157	5.9483	23.5315
O	8.6112	7.6836	23.5078
O	2.5904	8.6659	23.5151
O	6.1501	5.1161	23.4302
O	0.9737	10.7157	24.13
Si	2.5144	8.1551	9.6376
Si	8.1822	5.5409	14.0147
Si	4.1671	4.4116	15.4937
Si	4.4012	1.7279	22.7247
Si	9.3857	1.0618	19.4704
Si	9.735	1.144	16.6186
Si	1.3037	9.5337	23.1157
Si	10.0019	8.1053	13.5735
Si	0.9109	6.4561	11.7783
Si	0.5278	9.8946	15.5703
Si	4.5716	1.8395	17.2628
Si	5.6433	9.016	14.3988
Si	7.9651	10.5366	12.8731
Si	3.7438	0.0335	10.4042
Si	6.3911	9.5733	10.5871
Si	0.9523	10.6226	20.3043
Si	3.3461	0.1625	14.9996
Si	2.8787	2.0933	12.5676
Si	5.9096	6.9609	12.2575
Si	6.7654	3.8587	22.5854
Si	10.7541	4.1258	16.5529
Si	8.5233	2.9787	9.4463
Si	3.6084	6.5798	17.6254
Si	7.1932	0.0812	17.7847
Si	5.1191	4.1968	12.6366
Si	1.8426	4.6036	19.0609
Si	1.4805	4.2085	13.9203
Si	8.075	5.42	17.0888
Si	8.2706	4.0627	19.7502
Si	10.0497	7.3058	22.8603
Si	10.5126	6.3333	19.9382
Si	10.7054	5.1971	9.3441
Si	0.976	8.3259	18.219
Si	2.9597	1.9277	19.9413
Si	6.3518	7.9942	17.2456
Si	7.9218	2.7959	12.5314
O	6.2313	8.1902	15.6502
O	8.2262	0.5475	16.6133
O	7.1881	6.2698	12.9635
O	5.1359	4.5647	14.2176
O	3.4553	1.2396	13.812
O	6.7617	9.4581	17.8137
O	2.2162	3.3583	20.0106
O	5.1634	10.533	11.0438
O	1.53	5.5345	12.9722
O	0.009	5.4397	10.9066
O	5.9317	1.0326	17.5217
O	9.0125	2.6067	19.8213
O	2.7599	3.9845	14.8675
O	1.1936	9.2395	19.5209
O	1.5502	10.2789	21.742
O	9.3087	6.7239	14.1099
O	10.53	0.2713	15.534
O	10.7114	7.3186	18.6598
O	3.7171	1.4752	21.2881
O	-0.0249	7.6512	12.3237
O	7.3171	4.2108	21.0792
O	9.3849	5.215	19.782
O	2.2995	7.5459	17.6773
O	3.2198	5.37	18.6414
O	1.8453	0.8238	19.6177
O	7.6604	10.2608	11.3071
O	6.2528	7.996	11.0401
O	6.3661	3.2053	12.3826
O	6.7283	10.0374	13.786
O	5.0743	5.6254	11.8335
O	0.3197	4.4062	15.0347
O	3.0082	9.5438	10.2808
O	0.019	8.6269	14.7441
O	9.1296	9.4386	13.2123
O	5.1526	7.9028	13.3349
O	4.7329	3.2641	16.4937
O	7.6174	5.2383	15.5246
O	10.0723	7.1429	21.2625
O	1.9264	10.3779	14.9755
O	0.0409	8.5653	23.1715
O	7.5799	4.3518	18.2681
O	3.5638	0.9258	16.3995
O	3.9878	2.0707	18.726
O	0.9938	4.1586	17.7057
O	7.5034	6.881	17.5346
O	3.8438	3.3326	12.1884
O	5.5605	2.8082	22.462
O	10.3519	0.2395	20.4873
O	4.9411	7.4793	17.8996
O	1.475	2.8463	12.9869
O	2.8615	1.0473	11.3249
O	8.5625	4.0513	13.3938
O	0.9934	5.573	20.0396
O	4.4163	9.9221	14.8562
O	7.9531	0.3461	19.1977
O	0.5591	9.3647	17.0781
O	9.9395	2.727	16.39
O	8.1524	1.2392	13.085
O	9.6871	5.2588	16.9894
O	1.9978	7.1597	10.8037
O	9.6518	4.0402	9.0618
O	8.5044	2.7989	11.0322
O	10.2697	0.9563	18.1233
O	3.9405	5.8395	16.2187

Results
free energy: -54377.932 eV
free energy less fixed offsets of O -447.96, Si -113.29 eV per atom: -3.172 eV
gap between the highest filled and lowest empty level on this k mesh: 1.214 eV

The program warned: the cutoff lies below the one the program advises for these potential files; the model core charge is not resolved on the grid; the forces do not sum to zero within the program's tolerance; the exchange-correlation potential is rough where the density is thin.
